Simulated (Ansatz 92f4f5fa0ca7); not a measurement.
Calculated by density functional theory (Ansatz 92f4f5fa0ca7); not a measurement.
Periodic cell of 226 atoms, Si133O92As1, from a study of silicon, its oxide and their interface. The atomic structure is a simulated model.
Doubt: the cutoff is far below the 930 eV that the study's wrapper takes by default for these files, so forces and energies are approximate.
This geometry differs little from another in the collection (a relaxation step or a small displacement).

Settings: functional PBE; potential files Ansatz PAW; basis plane waves; wave-function cutoff 580 eV; density cutoff ratio 5; exchange-correlation grid ratio 1; k mesh 1 x 1 x 1, Gamma-centred; self-consistency stop 5e-08 eV per atom in the density residual; occupations fixed; spin none; net charge +1 e, with a uniform compensating background and no finite-size correction.

Cell vectors (angstrom)
a, 10.938, 0, 0
b, 0, 10.938, 0
c, 0, 0, 31.9494

Atoms: element, x, y, z (angstrom)
Si, 10.5931, 0.0904, 24.3645
Si, 5.002, 0.1848, 24.5859
Si, 2.7933, 2.4712, 24.4872
Si, 8.5303, 2.5212, 24.575
Si, 10.4916, 5.6787, 24.4682
Si, 5.1141, 5.6487, 24.4275
Si, 2.9079, 7.9769, 24.4023
Si, 8.2647, 8.0054, 24.5484
Si, 1.2425, 1.257, 25.7987
Si, 6.7605, 1.3709, 25.7496
Si, 3.9704, 4.0841, 25.8015
Si, 9.5524, 4.0905, 26.0005
Si, 1.2576, 6.8414, 25.7406
Si, 6.6937, 6.7878, 25.8293
Si, 3.9355, 9.5215, 25.9392
Si, 9.4495, 9.5819, 25.8542
Si, 2.5712, -0.0436, 27.2416
Si, 8.0863, 0.0205, 27.1826
Si, 0.014, 2.7111, 27.2354
Si, 5.4203, 2.7712, 27.1353
Si, 2.6168, 5.478, 27.1433
Si, 8.0768, 5.4435, 27.2178
Si, -0.0457, 8.2375, 27.157
Si, 5.4083, 8.2087, 27.216
Si, 4.0336, 1.3791, 28.5151
Si, 9.4897, 1.3783, 28.5686
Si, 1.3377, 4.1164, 28.6019
Si, 6.7304, 4.1023, 28.6049
Si, 4.0054, 6.8361, 28.5546
Si, 9.4982, 6.8535, 28.5282
Si, 1.2504, 9.5616, 28.642
Si, 6.768, 9.5904, 28.5925
Si, -0.0835, 0.0358, 29.9614
Si, 5.4027, 0.0441, 29.9163
Si, 2.7245, 2.7617, 29.9225
Si, 8.1463, 2.7691, 29.9262
Si, -0.0625, 5.5017, 29.9117
Si, 5.3905, 5.5031, 29.9376
Si, 2.6774, 8.2207, 29.9411
Si, 8.1666, 8.2343, 29.9161
Si, 1.3326, 1.4196, 31.2956
Si, 6.7806, 1.4128, 31.3008
Si, 4.0596, 4.1266, 31.3247
Si, 9.5157, 4.1425, 31.2996
Si, 1.3067, 6.8659, 31.3089
Si, 6.7871, 6.8862, 31.2921
Si, 4.0504, 9.6125, 31.3014
Si, 9.5091, 9.592, 31.3266
Si, 2.7069, 0.063, 0.7129
Si, 8.1659, 0.0626, 0.7007
Si, -0.021, 2.8025, 0.7092
Si, 5.447, 2.7932, 0.739
Si, 2.6952, 5.5138, 0.7062
Si, 8.1742, 5.5407, 0.7048
Si, -0.0261, 8.2582, 0.739
Si, 5.4441, 8.2727, 0.717
Si, 4.0757, 1.4224, 2.1073
Si, 9.5737, 1.4017, 2.0663
Si, 1.3278, 4.1862, 2.0983
Si, 6.8176, 4.1926, 2.087
Si, 4.0654, 6.8917, 2.0676
Si, 9.5489, 6.8855, 2.1101
Si, 1.3459, 9.6548, 2.0993
Si, 6.8109, 9.6655, 2.0865
Si, 0.0047, 0.0824, 3.4971
Si, 5.4655, 0.0804, 3.4835
Si, 2.6944, 2.8135, 3.4287
Si, 8.2387, 2.8206, 3.3667
Si, 0.0052, 5.5592, 3.5068
Si, 5.4499, 5.5716, 3.4508
Si, 2.7187, 8.2764, 3.4225
Si, 8.2213, 8.3316, 3.415
Si, 1.3614, 1.4931, 4.8742
Si, 6.9038, 1.507, 4.7623
Si, 4.0505, 4.1831, 4.7856
Si, 9.588, 4.1068, 4.8136
Si, 1.3584, 7.0036, 4.877
Si, 6.8241, 7.025, 4.7609
Si, 4.0853, 9.599, 4.8183
Si, 9.609, 9.6116, 4.8729
Si, 2.7501, 0.0663, 6.1412
Si, 8.2838, 0.1452, 6.1192
Si, 0.0075, 2.8285, 6.3331
Si, 5.5081, 2.8686, 6.0891
Si, 2.7455, 5.6113, 6.1569
Si, 8.2438, 5.626, 5.9663
Si, 0.0426, 8.3367, 6.3903
Si, 5.4916, 8.3321, 6.2487
Si, 4.4169, 1.2061, 7.3431
Si, 9.8079, 1.1671, 7.6485
Si, 1.178, 4.5274, 7.5477
Si, 6.6464, 4.5645, 7.2774
Si, 4.3212, 6.7177, 7.5557
Si, 9.7206, 6.6332, 7.5154
Si, 1.2899, 9.9716, 7.7211
Si, 6.7174, 9.9893, 7.4589
O, 9.5324, 1.3246, 23.9938
O, 4.0324, 6.8284, 23.97
O, 3.9509, 1.3475, 24.0704
O, 9.3916, 6.8847, 24.1547
O, -0.0286, 5.5761, 8.0245
O, 5.5638, 0.1553, 7.9294
O, 0.0776, 0.1145, 8.1535
O, 5.537, 5.6351, 7.8942
O, 7.6295, 3.9704, 8.4313
O, 8.6966, 7.0563, 8.7458
O, 2.2173, 9.4926, 9.025
O, 8.887, 1.6811, 8.9356
O, 7.6223, 9.4881, 8.7392
O, 3.5682, 1.8522, 8.5763
O, 3.5592, 7.2307, 8.9346
O, 2.0618, 4.0394, 8.8532
O, 8.0406, 3.5766, 23.4325
O, -0.0806, 4.883, 23.1683
O, 1.936, 3.1252, 23.3068
O, 5.7607, 4.921, 23.102
O, 5.3692, 10.1083, 23.3564
O, 2.3602, 8.7191, 23.0463
O, 0.1522, 10.1408, 23.0567
O, 7.6289, 8.6679, 23.1906
Si, 8.6843, 7.5896, 18.4009
Si, 8.8217, 6.2997, 13.662
Si, 3.8262, 1.4827, 14.7453
Si, 2.1575, 5.6579, 17.6848
Si, 2.6121, 2.9017, 19.2729
Si, 9.8237, 8.9861, 12.0998
Si, 1.2823, 9.4424, 22.0385
Si, 9.1974, 0.9219, 13.1905
Si, 1.478, 5.0368, 12.9952
Si, 1.8105, 8.2408, 12.8018
Si, 6.554, 9.5839, 22.3654
Si, 4.5464, 4.5413, 15.7441
Si, 8.2224, 3.0322, 9.605
Si, 0.8431, 8.1543, 19.2777
Si, 7.0141, 1.3692, 21.0342
Si, 8.2266, 8.3079, 9.7007
Si, 10.9986, 5.1815, 15.6056
Si, 7.6435, 9.3833, 16.2576
Si, 10.0388, 2.0698, 20.2677
Si, 3.2338, 8.525, 9.9168
Si, 6.8285, 3.2724, 17.3075
Si, 1.2191, 0.1416, 19.6943
Si, 3.2589, 2.7755, 12.3111
Si, 7.2318, 5.2805, 19.621
Si, 5.7604, 8.6385, 11.5691
Si, 5.8017, 6.0425, 13.2468
Si, 4.6915, 9.5483, 17.5523
As, 1.2803, 4.0196, 21.8273
Si, 5.1021, 1.3757, 18.5489
Si, 3.1923, 3.0918, 9.5494
Si, 6.4915, 10.7863, 13.7848
Si, 10.3909, 0.0443, 15.9471
Si, 5.6679, 3.6445, 11.1787
Si, 9.8773, 3.8598, 11.9176
Si, 2.3787, 9.8558, 15.5288
Si, 6.0879, 8.0058, 19.7561
Si, 6.885, 3.9784, 22.3562
Si, 9.8649, 2.7406, 17.3004
O, 7.2277, 6.331, 14.0008
O, 1.8925, 6.9499, 18.7596
O, 10.548, 3.9506, 16.5117
O, 6.2205, 9.7519, 16.9816
O, 10.1826, 0.6431, 14.4458
O, 8.4596, 6.0076, 18.8043
O, 5.2012, 0.6303, 14.4281
O, 6.0642, 1.8322, 17.3216
O, 8.468, 1.9433, 20.6603
O, 1.9731, 4.225, 18.4857
O, 6.9718, 2.8081, 10.6376
O, 4.8924, 2.6553, 12.2115
O, 6.0562, 4.3405, 16.3504
O, 4.5718, 3.9116, 9.9508
O, 10.9049, 2.7963, 21.4285
O, 9.7793, 6.0877, 14.9819
O, 6.0119, 6.3692, 19.7706
O, 4.2489, 0.0525, 18.1665
O, 9.2506, 10.5043, 12.2668
O, 2.9078, 4.3387, 12.6635
O, 1.92, 10.6653, 21.1489
O, 4.1434, 2.6655, 18.7711
O, 0.7654, 9.965, 15.9289
O, 1.2965, 9.681, 18.8054
O, 1.8591, 1.4546, 18.9718
O, 8.9896, 10.2998, 16.47
O, 4.8791, 8.4573, 18.7554
O, 9.5887, 8.7065, 10.4985
O, 6.8396, 3.9305, 18.8099
O, 2.8639, 1.6876, 13.4226
O, 5.8405, 8.6778, 21.2249
O, 2.5546, 2.4113, 10.8857
O, 7.5853, 4.8176, 21.1515
O, 5.2329, 7.4529, 12.5881
O, 0.4416, 9.0489, 12.5065
O, 7.6067, 1.0385, 13.5668
O, 7.1886, 9.583, 14.6874
O, 9.0049, 4.9742, 12.7196
O, 8.1791, 7.9264, 16.8529
O, 6.2336, 2.5503, 21.8844
O, 2.5022, 9.0375, 14.0736
O, 0.4592, 4.45, 11.859
O, 0.7681, 8.2903, 20.955
O, 9.4126, 3.8284, 10.3556
O, 9.6931, 2.333, 12.5056
O, 7.6267, 8.4482, 19.3412
O, 2.5525, 8.1846, 11.3446
O, 4.0148, 2.9969, 15.3897
O, 0.9431, 4.4924, 14.4227
O, 10.0466, 2.9644, 18.8967
O, 9.1767, 7.7433, 12.9588
O, 10.5888, 0.5385, 19.9952
O, 6.0346, 5.0197, 11.9668
O, 8.3121, 2.8597, 16.8131
O, 3.5604, 5.3837, 16.7891
O, 4.6984, 9.1004, 10.3832
O, 1.5656, 6.6564, 13.1235
O, 4.7715, 5.4575, 14.3837
O, 2.6363, 3.1451, 20.8564
O, 10.5924, 1.3284, 16.9258
O, 1.0237, 6.0689, 16.5683
O, 7.3064, 10.9292, 21.8631
O, 6.038, 0.9663, 19.8145
O, 6.0865, 10.0108, 12.3926
O, 2.8867, 0.4745, 15.6029
O, 7.057, 7.9768, 10.7885
O, 10.257, 7.9084, 18.6962
O, 3.4715, 9.0824, 16.5303

Results
free energy: -141728.629 eV
free energy less fixed offsets of As -4856.12, O -568.88, Si -635.61 eV per atom: 0.581 eV

Forces (eV/angstrom), in the order of the atoms: element, x, y, z
Si, 0.0012, -0.0015, 0.0022
Si, 0.0098, 0.0047, 0.0109
Si, -0.0116, 0.0108, 0.0044
Si, 0.0035, 0.0017, 0.0013
Si, 0.0057, 0.024, -0.0444
Si, 0.003, -0.0039, -0.0023
Si, 0.0028, -0.0022, -0.0055
Si, -0.0085, 0.0013, -0.0225
Si, -0.0002, 0.0066, -0.0087
Si, -0.0013, 0.0029, 0.0003
Si, 0.0087, 0.0022, -0.0022
Si, -0.0028, -0.0082, -0.0037
Si, -0.0017, -0.0031, 0.0032
Si, -0.0022, 0.0031, -0.0062
Si, 0.0032, -0.0008, -0.0034
Si, -0.001, 0.0091, -0.0003
Si, 0.0016, -0.0008, 0.0057
Si, -0.0009, 0.0011, -0.0021
Si, 0.0029, -0.005, 0.0068
Si, 0.001, -0.0039, -0.0037
Si, -0.0054, 0.0055, -0.0026
Si, -0.0083, 0.0002, 0.0115
Si, 0.0082, -0.0066, -0.003
Si, -0.0014, 0.0003, 0.003
Si, -0.0004, 0.0004, -0.002
Si, 0.0016, 0, -0.0022
Si, 0.0007, 0.0002, -0.0017
Si, 0.0014, 0.0004, -0.0016
Si, 0.0008, -0.0005, 0.0009
Si, 0.0013, -0.0002, 0.0033
Si, -0.0018, 0.0008, -0.0031
Si, -0.0005, 0.0004, -0.0016
Si, 0.0023, 0.0016, -0.0002
Si, 0.0005, -0.0016, 0.0007
Si, -0.0017, -0.0025, 0.0011
Si, 0.0012, 0.0022, 0.0009
Si, -0.0004, 0.0003, 0.0016
Si, 0.0002, 0.0028, 0.0002
Si, 0.0017, -0.0003, -0.0002
Si, -0.002, -0.0005, 0.0017
Si, -0.0001, -0.0005, 0.0013
Si, -0.0007, 0.0003, 0.0012
Si, 0.0001, 0.0014, 0.001
Si, -0.0008, -0.0004, 0.0011
Si, -0.0011, 0, 0.0008
Si, 0.0007, -0.0006, 0.0008
Si, -0.0002, -0.0001, 0.0024
Si, -0.0002, 0, 0.0012
Si, 0.0006, 0.001, -0.0017
Si, 0.0001, -0.0006, -0.0011
Si, 0.0011, -0.0003, -0.0019
Si, 0.0002, -0.0005, -0.0003
Si, 0.0002, -0.0002, -0.0013
Si, 0.0002, 0.0004, -0.0016
Si, -0.0001, -0.0007, -0.0005
Si, -0.0001, 0.0001, -0.0013
Si, -0.0001, -0.0002, -0.0005
Si, 0.0012, 0.0003, -0.0004
Si, -0.0012, -0.0002, -0.0003
Si, 0.0001, 0, -0.0012
Si, 0.0005, 0.0006, -0.0008
Si, 0.0006, 0.0001, -0.0009
Si, -0.0004, -0.0004, -0.0003
Si, -0.0005, -0.0012, -0.0005
Si, -0.0001, 0.0001, -0.001
Si, -0.0001, 0.0005, 0.0015
Si, 0.0008, -0.0002, 0.0009
Si, -0.0017, -0.0005, 0.0034
Si, -0.0002, -0.0007, -0.0003
Si, 0.0002, 0.0003, 0.0018
Si, -0.0001, -0.0005, 0.0008
Si, -0.0009, -0.0006, 0.002
Si, 0.0002, 0.0017, -0.0007
Si, -0.0005, 0.0016, -0.0023
Si, 0.0008, 0, -0.0015
Si, 0.0004, 0.0002, -0.0019
Si, -0.0007, 0.0018, -0.0019
Si, 0.0003, 0, -0.002
Si, 0.0006, 0.0012, -0.0017
Si, 0.0005, -0.0012, -0.0006
Si, -0.0005, -0.0011, 0.0036
Si, 0.0002, -0.0002, 0.0042
Si, 0.0008, -0.0007, 0.0029
Si, 0.0009, -0.0003, 0.0032
Si, 0.0002, -0.0011, 0.0049
Si, -0.0007, 0.0002, 0.0036
Si, 0.0006, 0.0003, 0.0023
Si, 0.0003, -0.0006, 0.0041
Si, -0.001, 0.0018, 0.0005
Si, -0.001, 0.0013, 0.0001
Si, 0.0016, -0.0011, -0.001
Si, 0.0022, -0.001, -0.0017
Si, -0.0018, 0.003, 0.0008
Si, -0.002, 0.0001, 0.0013
Si, 0.0014, -0.0003, -0.0019
Si, 0.0016, -0.0022, -0.0005
O, -0.0017, 0.0009, -0.0041
O, -0.0085, 0.0063, 0.0006
O, -0.0056, -0.0203, -0.0102
O, 0.0131, -0.0182, 0.0071
O, -0.0001, 0.0006, 0.0003
O, -0.0013, 0.0008, 0.0004
O, 0.0001, -0.0003, 0.0004
O, -0.0004, -0.001, -0.0004
O, -0.0025, 0.0026, -0.0056
O, 0.0023, -0.0023, -0.0046
O, -0.0018, 0.0015, -0.0026
O, 0.0016, -0.0016, -0.0029
O, -0.0023, 0.0029, -0.0047
O, 0.0026, -0.0032, -0.0052
O, 0.002, -0.0027, -0.0045
O, -0.0025, 0.0021, -0.0039
O, -0.0026, -0.004, 0.0018
O, -0.0026, -0.0193, 0.0303
O, -0.009, 0.015, -0.0137
O, -0.0019, 0.0032, 0.0053
O, -0.0058, 0.0037, 0.006
O, 0.0048, -0.002, 0.007
O, -0.0005, 0.0023, 0.0021
O, 0.0064, -0.0046, 0.0134
Si, -0.0016, 0.0003, 0
Si, 0.0004, -0.0002, 0.0012
Si, 0.0003, 0.0002, 0.001
Si, 0.0007, 0.0017, -0.0019
Si, 0.0003, 0.0009, -0.0072
Si, 0.0002, 0.0002, 0.0027
Si, -0.0036, -0.0014, -0.0111
Si, -0.0003, -0.0003, 0.0016
Si, -0.0003, 0.0001, 0.0011
Si, -0.0005, -0.0003, 0.003
Si, 0.0066, -0.0067, -0.0111
Si, 0.0001, -0.0004, 0.0006
Si, 0.0013, 0.0011, 0.0082
Si, -0.0013, -0.001, -0.0017
Si, -0.0023, -0.0019, -0.0019
Si, 0.001, 0.0001, 0.0087
Si, 0.0003, 0.001, -0.0005
Si, 0.0003, 0.0002, 0.0008
Si, 0.0002, 0.003, -0.001
Si, 0.0006, 0.0007, 0.009
Si, 0.0002, 0.0007, -0.0007
Si, 0.0016, -0.0033, -0.0028
Si, -0.0002, 0.0003, 0.0031
Si, -0.0018, 0.0008, -0.0021
Si, 0.0002, 0.0003, 0.0039
Si, -0.0003, -0.0002, 0.0024
Si, 0.0012, -0.0002, -0.001
As, -0.0076, -0.0144, 0.0088
Si, -0.0006, 0.0013, -0.0007
Si, 0.0016, 0.0006, 0.0087
Si, 0.0002, 0.0004, 0.0017
Si, -0.0003, -0.0015, 0.0002
Si, -0.0001, 0.0012, 0.0037
Si, 0.0006, 0.0004, 0.0029
Si, 0, 0.0002, 0.0006
Si, 0.0011, -0.0007, -0.0012
Si, -0.0001, 0.0014, -0.0076
Si, -0.0023, -0.0015, -0.003
O, -0.0006, 0.0001, -0.0004
O, 0.0001, 0.0009, 0.0005
O, 0.0002, 0.0009, 0.0003
O, -0.0004, 0.0002, 0
O, -0.0001, 0.0007, -0.0019
O, 0.0004, -0.0008, -0.0003
O, 0.0003, -0.0002, -0.0005
O, -0.0006, -0.0004, -0.0001
O, 0.0049, 0.0004, 0.0001
O, 0, -0.0028, 0.001
O, 0.002, -0.0003, -0.0024
O, 0.0008, 0.0004, -0.0015
O, -0.0001, 0.0001, -0.0001
O, -0.002, -0.0004, -0.0027
O, 0.0106, 0.0091, 0.0087
O, -0.0004, 0.0004, -0.0004
O, -0.0002, -0.0005, 0
O, -0.0011, -0.0001, 0
O, 0.0002, -0.0013, -0.0012
O, 0.0006, -0.0009, -0.0003
O, 0.0004, -0.0009, 0.0029
O, -0.0022, 0.0009, 0.0031
O, 0.0005, -0.0002, 0
O, 0.0001, 0.0007, 0.0009
O, 0.0002, 0.0006, 0.0013
O, -0.0004, -0.0002, 0.0003
O, 0.0001, -0.0002, 0.0001
O, -0.0023, -0.0009, -0.0036
O, 0.0005, 0.0004, 0.0007
O, -0.0002, 0.0006, -0.0017
O, 0.0002, 0.0023, 0.0026
O, 0.0004, 0.0007, -0.0047
O, -0.0015, -0.0025, 0.004
O, 0.0001, 0.0011, -0.0015
O, -0.0002, 0, -0.0006
O, 0.0003, 0.0003, -0.0003
O, -0.0002, 0.0002, -0.001
O, 0.0004, -0.0014, -0.0013
O, 0.0004, -0.0004, 0.0005
O, -0.0018, 0.0019, 0.0029
O, -0.0001, -0.0007, -0.0015
O, -0.0006, -0.0005, -0.0007
O, 0.0006, 0.0025, 0.0033
O, -0.0023, -0.0014, -0.0033
O, 0.0003, 0.0016, -0.0012
O, -0.0005, 0.0002, -0.0007
O, 0.0022, 0.0006, -0.0055
O, -0.0001, -0.0004, -0.0005
O, 0.0007, -0.0001, -0.0015
O, 0.0016, -0.0008, 0.0057
O, 0.0004, 0.0012, -0.0011
O, -0.004, 0.005, 0.0036
O, 0, -0.0018, -0.002
O, 0.0003, -0.0003, 0.0003
O, 0, 0.0001, 0.0002
O, -0.0018, 0.0001, -0.0025
O, 0.0003, 0.0009, -0.0003
O, 0.0004, 0.0008, -0.0013
O, 0.0012, 0.0039, 0.008
O, 0.0011, 0.0004, 0.0007
O, 0.0001, 0.0004, -0.0001
O, -0.0008, -0.0009, 0.0022
O, 0.0007, -0.0009, 0.0008
O, -0.0007, -0.0017, -0.002
O, 0.0002, 0.0002, -0.0003
O, 0.0024, 0.0003, -0.0031
O, 0.0022, 0.0003, 0.0002
O, -0.0002, -0.0002, 0

The program warned: the cutoff lies below the one the program advises for these potential files; the forces do not sum to zero within the program's tolerance; the exchange-correlation potential is rough where the density is thin.
